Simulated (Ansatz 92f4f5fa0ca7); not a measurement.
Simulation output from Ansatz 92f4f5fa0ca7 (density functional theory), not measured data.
Periodic cell of 278 atoms, Si167O105As1H5, from a study of silicon, its oxide and their interface. The atomic structure is a simulated model.

Settings
functional: PBE
potential files: Ansatz PAW
basis: plane waves
wave-function cutoff: 700 eV
density cutoff ratio: 5
exchange-correlation grid ratio: 1
k mesh: 2 x 2 x 1, shifted by 0.5 0.5 0.5 of a step
self-consistency stop: 5e-08 eV per atom in the density residual
occupations: fixed
spin: none
net charge: 0

Cell vectors (angstrom)
a, 11.6015, 0, 0
b, 0, 13.3963, 0
c, 0, 0, 30.9529

Atoms and the computed forces on them: element, x, y, z (angstrom), force x, y, z (eV/angstrom)
Si, 11.6142, -0.1117, 24.3322, 0.0353, 0.0036, 0.0002
Si, 3.7088, -0.1758, 24.2094, -0.0643, -0.0222, -0.0401
Si, 7.7819, -0.0995, 24.0664, 0.0326, -0.0257, -0.0751
Si, 2.0249, 3.1258, 24.4115, -0.0388, -0.0113, -0.0438
Si, 5.9453, 3.3499, 24.2959, -0.025, 0.0116, -0.0601
Si, 9.8883, 3.2474, 24.1944, 0.0421, -0.0038, -0.0481
Si, 11.6595, 6.5829, 24.2852, -0.0211, -0.0147, -0.0398
Si, 4.0038, 6.5666, 24.1329, 0.0387, 0.0057, -0.0633
Si, 7.7668, 6.601, 24.3118, -0.0135, -0.0011, -0.0167
Si, 1.8972, 9.8654, 24.2191, -0.0462, -0.0126, -0.0554
Si, 5.8178, 10.0645, 24.1913, 0.0072, 0.0049, -0.0673
Si, 9.6887, 9.809, 24.2416, 0.0153, -0.0105, -0.0499
Si, 11.6695, 2.0932, 25.1995, -0.0291, -0.0183, -0.0362
Si, 4.0165, 2.0869, 25.0043, 0.0215, 0.0121, 0.0036
Si, 7.8783, 2.1373, 24.8927, 0.013, 0.0059, 0.0319
Si, 2.025, 5.457, 24.9195, 0.0226, 0.0076, 0.0191
Si, 5.8557, 5.5257, 25.1569, 0.0111, -0.011, -0.0248
Si, 9.7225, 5.473, 25.0141, 0.0071, 0.0097, -0.0065
Si, 11.6228, 8.7831, 25.1124, -0.0101, 0.0103, -0.0136
Si, 3.9079, 8.8296, 24.9132, 0.0008, -0.0067, 0.0261
Si, 7.7015, 8.8503, 25.0256, -0.0214, -0.0054, -0.0028
Si, 1.8836, 12.0923, 25.113, -0.0427, -0.0035, -0.0258
Si, 5.7899, 12.2787, 24.9345, -0.0108, 0.0143, 0.0253
Si, 9.6563, 12.1195, 24.9262, 0.027, -0.005, 0.0108
Si, 11.6179, 2.1648, 27.5145, -0.0198, 0.0101, -0.0043
Si, 3.9311, 2.1515, 27.3867, 0.0048, 0.0087, -0.0151
Si, 7.7847, 2.1744, 27.3173, 0.0023, 0.021, -0.0293
Si, 1.9834, 5.5115, 27.3273, 0.0157, 0.0155, -0.0143
Si, 5.8176, 5.545, 27.4818, -0.0097, 0.0093, -0.0125
Si, 9.6921, 5.5107, 27.386, -0.0094, -0.0036, -0.0004
Si, 11.609, 8.8567, 27.453, -0.0008, 0.0081, -0.0037
Si, 3.8769, 8.8725, 27.3322, 0.003, 0.0178, -0.0254
Si, 7.7232, 8.8945, 27.3958, -0.0076, 0.0061, -0.0158
Si, 1.9177, 12.1835, 27.4545, 0.011, 0.005, 0.0018
Si, 5.7963, 12.2667, 27.3419, 0.005, 0.0035, -0.0303
Si, 9.6512, 12.1983, 27.3355, 0.0021, 0.0153, -0.0158
Si, 1.9776, 1.0476, 28.1959, 0.0157, 0.0111, -0.0077
Si, 5.8563, 1.0783, 28.1856, 0.0051, 0.0069, 0.0034
Si, 9.6669, 1.0396, 28.1898, -0.0071, -0.0095, -0.0049
Si, 11.6388, 4.4309, 28.189, -0.0065, -0.0108, 0.0011
Si, 3.884, 4.4001, 28.1876, -0.0136, -0.0082, 0.0057
Si, 7.76, 4.4028, 28.183, 0.0247, -0.0025, -0.0035
Si, 1.9595, 7.7412, 28.1756, 0.0105, -0.003, -0.0014
Si, 5.7983, 7.79, 28.2004, 0.0034, -0.0047, -0.002
Si, 9.6554, 7.7548, 28.1866, 0.0021, 0.0013, -0.0087
Si, 11.5722, 11.0987, 28.2045, -0.0114, 0.0037, -0.0147
Si, 3.8862, 11.1063, 28.171, 0.0098, -0.0011, 0.0044
Si, 7.7153, 11.1318, 28.1715, 0.0045, 0.0022, 0.0098
Si, 1.9336, 1.1164, 30.558, 0.1216, -0.1002, 0.0776
Si, 5.8008, 1.1164, 30.558, 0.1434, -0.0822, -0.1064
Si, 9.6679, 1.1164, 30.558, -0.0958, -0.2076, 0.0027
Si, 0, 4.4654, 30.558, 0.0991, 0.06, -0.0402
Si, 3.8672, 4.4654, 30.558, -0.0537, -0.152, -0.0699
Si, 7.7343, 4.4654, 30.558, 0.092, -0.1998, -0.049
Si, 1.9336, 7.8145, 30.558, 0.1312, -0.0833, -0.1143
Si, 5.8008, 7.8145, 30.558, -0.0556, 0.0401, 0.1027
Si, 9.6679, 7.8145, 30.558, -0.0511, -0.108, -0.0199
Si, 0, 11.1635, 30.558, -0.1144, -0.0376, 0.1211
Si, 3.8672, 11.1635, 30.558, 0.1008, -0.1128, -0.0981
Si, 7.7343, 11.1635, 30.558, -0.0394, -0.0111, -0.1333
Si, 0, 0, 0.3944, -0.1091, 0.0663, -0.3046
Si, 3.8672, 0, 0.3944, 0.1339, 0.1376, -0.0923
Si, 7.7343, 0, 0.3944, -0.0922, 0.1411, 0.0998
Si, 1.9336, 3.3491, 0.3944, 0.1079, 0.154, -0.0307
Si, 5.8008, 3.3491, 0.3944, -0.0728, 0.094, 0.1255
Si, 9.6679, 3.3491, 0.3944, -0.1743, 0.2412, 0.0318
Si, 0, 6.6981, 0.3944, -0.1288, -0.1302, 0.0357
Si, 3.8672, 6.6981, 0.3944, 0.0044, 0.0888, 0.1176
Si, 7.7343, 6.6981, 0.3944, 0.0362, 0.1531, 0.3044
Si, 1.9336, 10.0472, 0.3944, 0.0295, -0.1161, -0.2973
Si, 5.8008, 10.0472, 0.3944, 0.0513, 0.0513, 0.2943
Si, 9.6679, 10.0472, 0.3944, -0.0892, 0.0756, 0.0835
Si, 11.5791, 0.0622, 2.7264, -0.0126, -0.0079, 0.0186
Si, 3.8942, 0.0477, 2.7523, 0.035, 0.0036, -0.0013
Si, 7.7036, 0.0688, 2.7638, -0.0231, 0.0106, -0.0083
Si, 1.9359, 3.4149, 2.7543, 0.0601, 0.0064, 0.0059
Si, 5.7623, 3.4056, 2.7796, 0.0066, 0.0109, 0.0014
Si, 9.6182, 3.4341, 2.7726, -0.0594, -0.0016, 0.0013
Si, 11.5577, 6.701, 2.7671, 0.0009, -0.0103, 0.0067
Si, 3.8611, 6.748, 2.7761, -0.0131, -0.0075, 0.0033
Si, 7.7188, 6.7681, 2.8117, 0.0085, 0.004, -0.0185
Si, 1.9263, 10.0454, 2.733, 0.0073, -0.0033, 0.0123
Si, 5.8093, 10.1014, 2.798, 0.0132, -0.0067, -0.0165
Si, 9.6383, 10.1045, 2.7739, -0.0188, 0.0077, 0.0006
Si, 11.5762, 2.3209, 3.4322, 0.0126, -0.0199, 0.0064
Si, 3.837, 2.2694, 3.5991, -0.0152, -0.0043, 0.0163
Si, 7.6896, 2.3076, 3.5835, 0.0185, -0.0037, 0.002
Si, 1.9187, 5.652, 3.5752, 0.0085, 0.0023, 0.0036
Si, 5.7872, 5.6449, 3.6026, 0.0149, -0.0072, 0.0145
Si, 9.6165, 5.6481, 3.6868, -0.0192, -0.0056, 0.0256
Si, 11.5714, 8.9387, 3.4777, -0.0032, -0.0044, 0.0147
Si, 3.8697, 8.9845, 3.5773, 0.0029, -0.0059, 0.0194
Si, 7.733, 9.0095, 3.6738, 0.0026, -0.0207, 0.0189
Si, 1.9317, 12.3073, 3.3655, -0.0029, -0.0081, 0.009
Si, 5.8077, 12.3315, 3.62, -0.0015, -0.0053, 0.02
Si, 9.6383, 12.3694, 3.5268, 0.0016, -0.0238, 0.0116
Si, 11.5824, 2.3991, 5.7441, -0.0062, -0.0208, 0.049
Si, 3.838, 2.2715, 5.9935, 0.0168, -0.0027, 0.0038
Si, 7.6193, 2.3461, 5.9689, -0.0588, -0.0139, 0.0196
Si, 1.9087, 5.6977, 5.9513, 0.0117, 0.0021, 0.0147
Si, 5.7504, 5.702, 5.9896, 0.0024, 0.0061, 0.0125
Si, 9.5851, 5.6838, 6.1431, -0.0343, -0.0016, -0.02
Si, 11.578, 8.9625, 5.815, -0.0077, 0.026, 0.0213
Si, 3.8663, 9.056, 5.9637, -0.0005, -0.0233, -0.004
Si, 7.7571, 9.1089, 6.1124, 0.0074, -0.0008, -0.034
Si, 1.9239, 12.3254, 5.6638, -0.021, 0.0014, 0.0322
Si, 5.8106, 12.4334, 6.0213, 0.0082, 0.0149, -0.0315
Si, 9.6564, 12.4796, 5.8875, -0.0107, -0.0048, -0.0018
Si, 1.8005, 1.1059, 6.4956, -0.064, -0.0182, 0.0807
As, 5.7543, 1.2212, 7.0563, 0.0094, 0.0233, -0.071
Si, 9.6638, 1.3719, 6.629, 0.0463, 0.0204, 0.061
Si, 11.5891, 4.5565, 6.6922, 0.0338, 0.0147, 0.0427
Si, 3.8178, 4.5384, 6.7188, 0.0009, -0.0057, 0.0245
Si, 7.5896, 4.5496, 6.9196, -0.0337, 0.0006, 0.0622
Si, 1.911, 7.95, 6.7337, -0.018, 0.0111, 0.0605
Si, 5.7927, 7.9539, 6.7945, -0.0223, 0.017, 0.0622
Si, 9.7107, 7.973, 6.8917, 0.0385, 0.0165, 0.0508
Si, 11.5753, 11.2299, 6.408, 0.0108, -0.0171, 0.0591
Si, 3.8082, 11.3298, 6.6499, -0.0292, 0.024, 0.0562
Si, 7.798, 11.4163, 6.8831, 0.0127, 0.0123, 0.0577
H, 3.803, 4.5398, 8.2206, 0.0001, -0.002, -0.0023
H, 11.6921, 4.397, 8.1822, -0.0047, -0.0057, -0.0001
O, 1.3301, 0.6921, 8.0307, 0.0263, -0.0021, 0.0002
O, 3.5013, 11.4978, 8.2929, 0.0367, -0.0312, 0.0015
O, 7.3103, 4.4719, 8.5935, 0.0241, -0.0035, -0.0071
O, 9.9681, 8.1868, 8.5592, -0.0402, -0.0103, -0.0175
O, 5.7387, 7.9395, 8.4754, 0.0214, 0.0015, -0.0046
O, 1.7994, 7.9879, 8.3986, 0.0101, 0.0029, -0.0075
O, 9.8087, 1.7633, 8.2431, 0.0121, -0.0227, -0.0076
O, -0.0503, 11.0853, 8.0429, 0.0037, -0.0009, -0.0069
O, 7.9821, 11.7056, 8.5265, 0.012, -0.0106, -0.0169
H, 0.0847, -0.0297, 22.8366, -0.0029, 0.0048, 0.0008
H, 0.0189, 6.6574, 22.791, 0.0034, 0.0053, 0.0003
H, 7.6963, 6.5852, 22.8157, 0.0069, 0.0052, 0.0012
O, 5.8709, 10.3449, 22.5365, -0.0223, -0.0042, 0.0144
O, 3.1382, 12.9356, 22.6348, 0.0601, 0.0198, -0.0238
O, 6.0193, 3.7969, 22.6882, 0.0066, -0.0073, 0.0086
O, 1.9531, 2.6396, 22.8344, 0.0101, 0.011, 0.0082
O, 10.2638, 3.265, 22.5564, -0.0289, 0.0015, 0.0093
O, 7.8937, -0.1663, 22.3821, -0.0013, 0.0273, 0.0075
O, 1.6643, 9.6972, 22.5655, 0.0369, 0.0125, 0.0021
O, 4.2881, 6.4547, 22.4819, -0.0334, 0.0176, 0.0001
O, 9.6899, 9.4385, 22.6168, -0.0012, 0.0107, 0.0116
Si, 3.0635, 9.7109, 14.2294, -0.0034, -0.0012, -0.0014
Si, 10.6989, 7.0702, 19.1896, 0.0007, -0.0019, -0.0016
Si, 5.4185, 12.9206, 16.7516, -0.0026, 0.0004, -0.002
Si, 7.3493, 5.3335, 9.9891, 0.0008, 0.002, 0.002
Si, 8.9906, 8.0623, 9.8764, -0.0078, 0.0012, 0.0085
Si, 8.7777, 4.669, 19.4957, -0.0022, 0.0042, -0.0029
Si, 2.0393, 2.4776, 21.2423, 0.0017, 0.0046, -0.009
Si, 11.376, 9.8889, 19.114, 0.0011, 0.0014, -0.0033
Si, 3.5116, 0.1033, 11.3532, 0.0009, 0.0056, -0.0066
Si, 5.2362, 2.3866, 15.6103, -0.0029, 0.0051, -0.0042
Si, 10.7665, 12.1282, 17.0439, 0.0009, -0.0014, -0.0001
Si, 8.0856, 3.0329, 16.9657, 0.0021, 0.002, -0.0016
Si, 4.1865, 6.9935, 20.938, -0.0062, 0.0012, -0.0071
Si, 6.0322, 1.4016, 12.6961, -0.005, 0.0027, -0.004
Si, 6.6897, 8.7338, 19.8272, 0.003, 0.0017, -0.0049
Si, 11.5731, 11.0311, 9.6431, 0.0035, -0.0003, 0.0081
Si, 8.1942, 0.7488, 21.0585, -0.0032, 0.004, -0.0079
Si, 3.9518, 4.1861, 19.7536, -0.0015, -0.0008, -0.0021
Si, 8.422, 3.1985, 11.8291, -0.0015, 0.001, 0.0023
Si, 0.1714, 6.3149, 14.3225, 0.003, -0.0027, 0.0015
Si, 3.1174, 8.8315, 17.1249, -0.0028, -0.0013, 0.0006
Si, 8.6846, 11.9525, 9.9797, -0.001, -0.0005, 0.0121
Si, 4.0084, 10.8752, 9.7134, 0.01, 0.0005, 0.0035
Si, 10.0181, 1.4254, 9.8171, 0.0054, -0.0025, 0.0101
Si, 5.4378, 6.7328, 11.7919, -0.0015, -0.0018, 0
Si, 1.4703, 0.5484, 16.5317, -0.0024, 0.0056, -0.0041
Si, 5.888, 10.6469, 14.83, 0.0009, -0.0017, -0.0023
Si, 1.6971, 12.586, 13.7481, 0.0023, 0.0056, -0.0034
Si, 8.1822, 0.0865, 18.075, 0.001, -0.0017, -0.0001
Si, 1.2699, 6.3058, 17.252, -0.0037, -0.0008, 0
Si, 6.1799, 8.8918, 9.7398, 0.002, 0.0139, 0.0034
Si, 1.8167, 8.6354, 9.8915, 0.003, -0.0017, 0.0104
Si, 7.4373, 6.9093, 14.2753, -0.0023, 0.0002, 0.003
Si, 6.2659, 8.4452, 16.7795, 0.0042, -0.0023, -0.0006
Si, 2.3076, 9.3961, 21.0937, -0.0002, -0.0028, -0.0003
Si, 1.2353, 0.4368, 9.6177, 0.0138, 0.0062, -0.0003
Si, 9.4051, 4.3545, 14.5174, 0.0034, -0.0049, 0.0009
Si, 7.6823, 12.1198, 12.8377, -0.0014, 0.0009, -0.0002
Si, 9.782, 8.4509, 12.9637, 0.0011, 0.0025, 0.0003
Si, 2.8037, 3.4568, 16.9438, 0.0012, 0.0006, -0.0045
Si, 10.4409, 11.4665, 13.9329, 0.0003, 0, 0.0005
Si, 9.6055, 8.9692, 21.0784, 0.0017, -0.0023, -0.006
Si, 3.1264, 11.8415, 18.3067, 0.0015, -0.0003, 0.0039
Si, 5.208, 10.8586, 21.1352, -0.0009, 0.0128, -0.011
Si, 3.4797, -0.2805, 21.0355, 0.0048, 0.0007, 0.0083
Si, 6.6043, 3.5514, 21.1981, -0.0017, -0.0022, -0.0023
Si, 10.5429, 2.6176, 21.0744, 0.0044, -0.0035, -0.0111
Si, 2.4238, 7.1987, 12.4425, -0.0023, -0.0031, -0.0015
O, 10.0084, 3.6913, 19.9584, -0.0177, -0.0003, 0.0159
O, 6.6132, 2.9866, 16.256, 0.0035, -0.0151, 0.0007
O, 9.7731, 1.1764, 20.9805, -0.0222, 0.0209, 0.0078
O, 4.8397, 1.0074, 16.401, 0.0185, -0.0018, -0.0061
O, 3.7001, 10.2424, 21.0205, 0.016, 0.0102, 0.0023
O, 11.5253, 0.1825, 16.9248, 0.0073, -0.0169, -0.0126
O, 5.8607, 5.6677, 10.6061, 0.0159, 0.0162, 0.0054
O, 1.8516, 2.1019, 16.9092, 0.0179, 0, -0.0059
O, 7.666, 4.7174, 20.7179, -0.0012, -0.0317, -0.0137
O, 9.1468, 13.4987, 10.1164, 0.0085, -0.003, -0.0129
O, 3.933, 3.3745, 15.7512, -0.0016, -0.0168, 0.0161
O, 2.4969, 11.2126, 14.0695, 0.0034, -0.0028, -0.0055
O, 0.5041, 2.2846, 20.7219, -0.0006, 0.0099, 0.0114
O, 2.6611, 3.8667, 20.6871, 0.0054, -0.0235, -0.0111
O, 2.5231, 9.1535, 15.6527, 0.0242, 0.0019, 0.0028
O, 8.5514, 1.6052, 17.6049, -0.0178, -0.0027, -0.0004
O, 4.6849, 12.2515, 18.0394, -0.0091, -0.0028, -0.0177
O, 2.2893, 7.5291, 17.6629, -0.006, 0.0005, -0.0128
O, 7.9971, 4.0973, 18.1899, 0.0187, -0.0123, 0.0031
O, 6.9622, 10.9117, 13.6519, -0.0037, 0.0128, 0.0103
O, 8.3427, 8.1339, 13.6759, 0.0121, -0.0212, -0.0034
O, 1.7452, 7.4088, 10.9665, 0.0151, 0.0169, 0.0059
O, 3.0804, 1.2906, 20.7623, -0.0169, 0.0175, 0.0091
O, 10.5491, 11.4476, 15.569, 0.0055, 0.0174, -0.0031
O, 8.1363, 4.6716, 11.2401, -0.0082, -0.0131, 0.0035
O, 1.1625, 9.7263, 19.9775, -0.0159, -0.0057, 0.0057
O, 6.8494, 13.4733, 13.1384, -0.0051, 0.0021, -0.016
O, 10.5891, 7.6518, 20.7528, -0.0223, 0.0311, -0.0053
O, 2.4818, 13.3679, 12.5844, 0.0082, -0.0164, -0.0105
O, 6.2937, 6.5519, 13.17, 0.0107, 0.0111, -0.0046
O, 2.6861, 0.8913, 10.1934, -0.0117, -0.0268, 0.0135
O, 5.7011, 8.2175, 11.1483, 0.0049, -0.0159, -0.0163
O, 6.9676, 8.3391, 18.2565, -0.0189, 0.0118, 0.0069
O, 5.5432, 7.8123, 20.5412, 0.0009, 0.0115, 0.0007
O, 2.5411, 8.7014, 13.0777, 0.008, -0.0117, 0.0052
O, 10.2421, 9.9694, 13.3202, -0.0031, 0.0052, 0.0024
O, 1.9457, 4.8496, 16.8911, 0.0012, -0.0028, 0.0074
O, 4.6973, 9.7237, 14.1987, -0.0102, 0.0211, 0.0225
O, 9.2341, 3.5194, 15.9087, -0.0237, 0.0067, -0.001
O, 5.4761, 2.1523, 14.0224, 0.0083, -0.0102, 0.005
O, 7.6928, 11.7077, 11.2561, 0.0167, 0.0136, 0.0149
O, 5.2241, 12.0229, 15.4014, 0.0164, -0.0123, 0.0099
O, 11.5998, 1.3195, 10.1886, -0.0047, -0.0168, -0.0212
O, 3.8841, 6.5133, 12.2139, -0.002, 0.0192, -0.0051
O, 2.7958, 7.8544, 20.8541, 0.0127, 0.007, -0.0021
O, 4.6632, 8.3367, 17.0471, 0.0032, 0.017, -0.0111
O, 5.0257, 12.5008, 20.9793, -0.0067, -0.0307, -0.0075
O, 2.9928, 10.2204, 18.0151, 0.0009, 0.0029, -0.0137
O, 9.375, 12.4323, 17.7949, 0.008, 0.0099, -0.0076
O, 0.927, 12.285, 10.0866, 0.0003, 0.0041, -0.009
O, 10.8925, 7.469, 13.6076, -0.0098, -0.0067, 0.0008
O, 9.0685, 3.3138, 13.3112, -0.006, 0.0199, -0.0077
O, 1.5484, 6.2154, 13.4241, -0.0048, 0.0216, -0.0026
O, 6.9805, 12.9845, 17.1212, -0.0143, 0.0147, 0.0037
O, 6.7764, 7.2944, 15.7305, 0.001, 0.0164, -0.0085
O, 0.4705, 6.7202, 15.8818, 0.0086, -0.0086, -0.0077
O, 7.023, 2.3723, 11.8559, 0.0139, 0.0006, 0.0173
O, 10.8963, 8.488, 18.3484, 0.0119, 0.017, 0.0152
O, 10.0431, 11.0684, 10.1965, -0.004, 0.0189, -0.0151
O, 8.3611, 5.6, 14.5227, 0.0087, -0.0007, -0.0061
O, 0.307, 6.1281, 18.5878, 0.0011, 0.0101, -0.0197
O, 2.68, 12.3201, 19.8226, 0.0252, 0.0022, -0.0141
O, 6.1586, 10.2875, 19.9329, -0.0092, -0.0243, 0.0224
O, 7.7922, 9.1708, 9.764, -0.0033, -0.0409, 0.0033
O, 7.8077, 13.3945, 19.665, 0.013, 0.0192, -0.0037
O, 6.6142, 9.882, 16.0794, -0.0269, -0.0104, -0.0101
O, 0.5618, 9.626, 10.1844, 0.0145, 0.0038, -0.0184
O, 11.572, 11.0525, 17.9929, -0.0178, -0.0073, 0.0039
O, 4.1028, 5.803, 19.8252, 0.0037, -0.0064, 0.0167
O, 7.3254, 2.1086, 21.1798, 0.0094, 0.0003, -0.0094
O, 4.8001, 1.0045, 11.7218, 0.0023, -0.0122, 0.0183
O, 2.3185, 12.7713, 17.2643, 0.006, 0.0028, 0.0061
O, 8.2343, 6.6459, 9.6667, -0.0028, 0.0052, 0.0065
O, 10.9385, 4.9019, 14.3331, -0.017, 0.0219, 0.0042
O, 9.1783, 12.369, 13.4366, -0.0029, -0.0276, -0.0026
O, 1.6803, 0.2911, 14.9439, -0.0163, -0.0109, 0.0195
O, 10.1619, 10.2234, 20.1669, 0.0143, -0.037, -0.0048
O, 3.9753, 12.0114, 10.8696, -0.0157, 0.0086, -0.0143
O, 8.0803, 8.5731, 20.6585, 0.0119, 0.0066, -0.0092
O, 9.4871, 2.577, 10.7969, -0.0119, -0.0103, 0.0015
O, 0.1792, 12.1675, 13.3205, 0.0028, -0.0063, 0.0225
O, 9.708, 8.1876, 11.3381, -0.0134, 0.0053, 0.0062
O, 5.5451, 10.3738, 9.5537, -0.0231, -0.0242, 0.0072
O, 5.3399, 3.4822, 20.1969, 0.0012, 0.0168, 0.0221
O, 9.3513, 6.1418, 19.0695, 0.0067, -0.0194, 0.0119
O, 3.6754, 3.5334, 18.3052, -0.0167, 0.0084, -0.0043
O, 3.1585, 9.5422, 10.1073, -0.0199, 0.0023, -0.011

Results
free energy: -170841.673 eV
free energy less fixed offsets of As -4857.07, H -17.10, O -569.03, Si -635.61 eV per atom: -4.083 eV

The program warned: the cutoff lies below the one the program advises for these potential files; the forces do not sum to zero within the program's tolerance; the exchange-correlation potential is rough where the density is thin.
